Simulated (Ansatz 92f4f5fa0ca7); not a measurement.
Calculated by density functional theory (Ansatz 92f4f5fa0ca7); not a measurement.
Periodic cell of 220 atoms, Si132O88, from a study of silicon, its oxide and their interface. The atomic structure is a simulated model.
Doubt: the cutoff is far below the 930 eV that the study's wrapper takes by default for these files, so forces and energies are approximate.
This geometry differs little from another in the collection (a relaxation step or a small displacement).

Settings
functional: PBE
potential files: Ansatz PAW
basis: plane waves
wave-function cutoff: 580 eV
density cutoff ratio: 5
exchange-correlation grid ratio: 1
k mesh: 1 x 1 x 1, Gamma-centred
self-consistency stop: 5e-08 eV per atom in the density residual
occupations: fixed
spin: none
net charge: 0

Cell vectors (angstrom)
a 10.938 0 0
b 0 10.938 0
c 0 0 32.3548

Atoms: element, x, y, z (angstrom)
Si -0.5657 0.3023 24.9148
Si 5.8474 -0.4609 24.8817
Si 1.9762 2.7244 24.5338
Si 8.1329 2.5674 24.7492
Si 0.1852 5.3235 24.9456
Si 5.2445 5.9875 24.8399
Si 2.8206 7.998 25.0363
Si 7.5642 8.6608 24.9571
Si 1.1107 1.3725 26.2136
Si 6.7542 1.3067 26.1877
Si 4.2478 4.1521 26.0099
Si 9.3762 4.1712 26.0789
Si 1.3572 6.7705 26.3795
Si 6.705 6.9978 26.3473
Si 4.0515 9.6324 26.1981
Si 9.3855 9.5569 26.1746
Si 2.6506 0.0766 27.5279
Si 8.1581 0.0169 27.603
Si -0.139 2.8415 27.565
Si 5.4589 2.7513 27.5295
Si 2.8105 5.3909 27.5718
Si 8.1299 5.5425 27.5556
Si -0.0613 8.2392 27.5557
Si 5.351 8.3179 27.6748
Si 4.1018 1.3673 28.9366
Si 9.5708 1.3673 28.9366
Si 1.3673 4.1018 28.9366
Si 6.8362 4.1018 28.9366
Si 4.1018 6.8362 28.9366
Si 9.5708 6.8362 28.9366
Si 1.3673 9.5708 28.9366
Si 6.8362 9.5708 28.9366
Si 0 0 30.3038
Si 5.469 0 30.3038
Si 2.7345 2.7345 30.3038
Si 8.2035 2.7345 30.3038
Si 0 5.469 30.3038
Si 5.469 5.469 30.3038
Si 2.7345 8.2035 30.3038
Si 8.2035 8.2035 30.3038
Si 1.3673 1.3673 31.6711
Si 6.8362 1.3673 31.6711
Si 4.1018 4.1018 31.6711
Si 9.5708 4.1018 31.6711
Si 1.3673 6.8362 31.6711
Si 6.8362 6.8362 31.6711
Si 4.1018 9.5708 31.6711
Si 9.5708 9.5708 31.6711
Si 2.7345 0 0.6835
Si 8.2035 0 0.6835
Si 0 2.7345 0.6835
Si 5.469 2.7345 0.6835
Si 2.7345 5.469 0.6835
Si 8.2035 5.469 0.6835
Si 0 8.2035 0.6835
Si 5.469 8.2035 0.6835
Si 4.1018 1.3673 2.0507
Si 9.5708 1.3673 2.0507
Si 1.3673 4.1018 2.0507
Si 6.8362 4.1018 2.0507
Si 4.1018 6.8362 2.0507
Si 9.5708 6.8362 2.0507
Si 1.3673 9.5708 2.0507
Si 6.8362 9.5708 2.0507
Si 0 0 3.418
Si 5.469 0 3.418
Si 2.7345 2.7345 3.418
Si 8.2035 2.7345 3.418
Si 0 5.469 3.418
Si 5.469 5.469 3.418
Si 2.7345 8.2035 3.418
Si 8.2035 8.2035 3.418
Si 1.4479 1.2664 4.7218
Si 6.8864 1.3087 4.8027
Si 4.159 4.0951 4.7627
Si 9.7467 3.8817 4.8908
Si 1.4656 6.7594 4.7858
Si 6.7517 6.9464 4.7015
Si 4.1949 9.4996 4.7947
Si 9.6329 9.5304 4.7812
Si 2.8234 -0.0538 6.05
Si 8.2064 -0.1408 6.2109
Si 0.2732 2.557 6.2536
Si 5.5699 2.7888 6.0927
Si 2.9018 5.4658 6.2134
Si 8.6354 5.0797 6.5903
Si 0.0797 8.1239 6.0765
Si 5.5628 8.1942 6.2543
Si 3.9886 1.5748 7.2539
Si 10.444 1.0646 7.9785
Si 1.8338 3.8019 7.4531
Si 6.6857 4.1704 7.6522
Si 4.5126 6.5802 7.6056
Si 9.7587 6.8869 7.6313
Si 1.3963 9.5494 7.3574
Si 7.361 9.0726 7.5634
O 3.5314 3.14 24.8805
O 7.8602 7.9519 23.4565
O 2.9525 2.6751 7.9608
O 7.8853 6.0828 5.5026
O 5.6618 5.4422 8.0827
O 0.3802 -0.3217 8.1002
O 3.9628 6.9633 24.4169
O 9.324 1.4732 24.338
O 2.147 8.5908 8.4892
O 1.112 4.3893 8.8036
O 8.9322 0.7814 7.4061
O 8.4413 7.8571 7.8754
O 5.9974 0.2998 10.7128
O 4.2719 9.4454 9.7562
O 7.1622 3.3344 9.0119
O 10.5844 6.6038 9.0586
O 1.8341 1.8962 23.1397
O 5.3736 0.02 23.3588
O 7.2557 3.118 23.4304
O 12.074 4.1202 24.3311
O 10.7072 6.3103 23.6986
O 1.9008 8.6852 23.8706
O 6.1471 5.8443 23.4433
O -0.0517 10.5357 23.5299
Si 3.9037 6.568 11.9248
Si 10.9339 2.2803 13.6668
Si 4.51 -6.604 19.9793
Si 5.221 0.5601 21.8216
Si 6.8911 -3.9391 22.5303
Si 12.5351 -0.2721 14.9312
Si 2.1537 11.9693 21.8009
Si 10.0816 4.41 18.2824
Si 1.7071 4.4692 12.2358
Si 2.7136 6.833 20.5295
Si 6.4547 -1.7231 17.8559
Si 7.2361 10.1799 10.6258
Si 6.4989 4.6832 15.1038
Si 3.4981 -2.8695 9.2696
Si 4.6276 11.0373 9.8539
Si 1.4485 6.5021 17.6912
Si 3.8048 -8.6812 11.6423
Si 5.9702 -2.2016 12.966
Si 5.9577 4.3623 11.9523
Si 8.7934 5.2603 20.7082
Si 13.9661 2.4029 18.2077
Si 9.3957 1.5081 10.8967
Si 7.7214 7.56 15.4202
Si 9.0499 0.0738 17.7095
Si 4.1909 0.2228 13.875
Si 4.0702 4.9026 17.1139
Si -2.1997 13.6445 15.9303
Si 11.2217 1.8076 19.2841
Si 14.9498 0.0284 16.7652
Si 11.1246 6.756 22.1862
Si 6.9134 3.1173 21.7977
Si 10.938 5.1386 9.7227
Si -0.3632 8.6816 16.1091
Si 0.9303 -1.4736 22.8245
Si 5.1742 8.6822 20.5509
Si 8.2356 3.4738 10.2618
O 3.6975 5.5545 20.6446
O 9.9537 -1.1532 17.1348
O 7.4965 4.3637 11.4249
O 0.8827 1.1565 14.4934
O -1.3106 -8.2707 14.5644
O 1.9279 10.3494 21.8904
O 11.3996 -1.4386 14.9533
O 3.1347 7.262 10.6548
O 2.5817 3.3137 11.4782
O 0.6261 5.1862 11.2306
O 4.9888 -6.0559 18.4959
O 5.6805 3.956 21.0611
O 0.4204 5.2425 17.7262
O 1.7278 6.9372 19.2352
O -0.032 8.385 22.0375
O 6.0179 4.4702 13.5672
O 14.5556 -2.7451 20.4562
O 5.122 15.9815 15.8993
O 3.7618 1.2644 21.585
O 0.8837 3.6621 13.4176
O 8.2875 3.7464 21.1423
O 8.9454 5.304 19.0715
O 18.0132 30.0173 16.7989
O 3.9414 1.644 13.1397
O 2.9157 -4.8559 17.0568
O 7.1959 9.6575 9.0902
O 5.0984 5.6118 11.3504
O 8.6044 0.0562 11.0241
O 3.5112 11.952 10.6185
O 15.5787 0.6366 15.3895
O 3.2595 14.4199 17.0048
O 4.8352 11.649 8.3692
O -2.2648 12.1385 16.5741
O 9.422 3.709 16.9945
O 7.2471 3.3084 15.6016
O 6.9263 -2.0159 11.6386
O 13.3644 10.6254 16.382
O 7.7137 6.3168 21.3091
O 6.9623 8.2688 14.1639
O -0.6804 5.77 21.2272
O 11.9965 1.4937 20.6797
O 5.0252 -1.1531 17.2632
O 7.6015 -0.5687 18.1913
O 1.4764 1.8911 18.1615
O 6.0521 8.3761 19.2053
O 5.3519 -0.7247 13.2685
O 6.4766 1.5674 21.4761
O 12.711 -4.3424 21.8415
O 3.4644 3.1084 19.6277
O 2.7684 -0.6024 13.8333
O 4.6974 -3.2421 12.822
O 10.3662 1.7084 12.2228
O 5.2849 -0.6552 20.7567
O 7.5256 5.9435 15.2903
O 9.3378 -3.0832 15.4209
O -5.1647 7.9461 21.8587
O 14.9358 1.1141 17.9767
O 10.0058 0.7649 18.8782
O 10.5721 3.3002 19.3789
O 2.7629 5.6616 12.7289
O 9.5186 4.3437 9.722
O 10.3579 1.5192 9.5526
O 11.6463 -3.2375 16.8672
O 5.2254 3.0169 11.3945

Results
free energy: -133960.638 eV
free energy less fixed offsets of O -568.88, Si -635.61 eV per atom: 1.322 eV

Forces (eV/angstrom), in the order of the atoms: element, x, y, z
Si -0.0914 0.1811 -0.1192
Si -0.0364 -0.046 -0.0148
Si -0.0038 0.0139 -0.0488
Si 0.0001 -0.0753 0.0203
Si -0.0406 -0.079 0.1716
Si -0.0401 -0.0057 -0.0018
Si 0.0278 -0.0273 0.1962
Si 0.0012 0.0584 -0.0862
Si -0.0511 0.0431 0.0721
Si 0.0233 -0.033 -0.0117
Si -0.0169 -0.0391 0.035
Si 0.0759 0.0394 -0.0087
Si 0.0589 -0.054 -0.0839
Si 0.0152 0.0493 0.089
Si 0.0071 0.043 -0.0295
Si -0.047 -0.1237 0.0336
Si 0.0661 -0.0452 -0.0589
Si 0.0272 0.1198 -0.0021
Si -0.008 -0.0316 -0.104
Si -0.0027 0.0242 -0.0668
Si -0.0448 -0.0041 -0.0591
Si 0.0172 -0.0627 -0.0645
Si 0.0187 0.0025 -0.0171
Si -0.0118 -0.0156 -0.0718
Si -0.2968 0.2823 -0.3073
Si -0.202 0.1428 0.1407
Si -0.0477 -0.09 -0.0687
Si -0.0447 0.0591 -0.21
Si -0.1598 -0.2144 0.4262
Si -0.1707 0.0805 -0.0474
Si -0.1984 0.1864 -0.2984
Si -0.1575 0.2876 0.6211
Si 0.1247 0.0312 -0.0066
Si 0.1158 -0.0608 0.0235
Si -0.0787 -0.1525 0.0177
Si -0.0119 -0.0871 0.0169
Si 0.1312 0.061 -0.0378
Si 0.0172 0.0194 0.0197
Si -0.098 -0.2199 0.008
Si -0.0082 -0.0784 0.0099
Si 0.0033 0.008 0.0113
Si -0.0497 0.1074 -0.0091
Si -0.0609 0.087 -0.0175
Si -0.0061 -0.009 -0.0311
Si -0.0918 0.0335 0.0117
Si 0.0065 0.0235 0.0022
Si 0.0023 0.0831 -0.0316
Si -0.0762 0.0417 -0.0241
Si 0.0025 -0.0737 0.0127
Si -0.0507 -0.0124 -0.022
Si 0.0563 -0.0424 0.0241
Si 0.073 -0.1025 0.0299
Si 0.0339 0.0217 0.006
Si 0.0584 -0.0459 0.0172
Si 0.1267 -0.0763 0.0414
Si -0.0096 -0.0354 0.0198
Si -0.0334 0.0704 0.0294
Si -0.0508 0.0367 -0.0397
Si -0.082 0.0268 -0.0152
Si 0.0321 0.1737 0.0934
Si -0.0571 0.0105 -0.1007
Si -0.16 0.0182 0.1302
Si -0.0646 0.1132 0.0293
Si 0.1705 0.1596 -0.1064
Si -0.0158 -0.205 -0.3581
Si 0.2017 -0.1696 0.0532
Si 0.1811 0.0428 -0.105
Si 0.3879 -0.312 0.4671
Si 0.2355 -0.6015 0.6165
Si -0.1656 0.1594 -0.5011
Si 0.3744 -0.2208 0.0862
Si -0.0259 0.5659 -0.5357
Si 0.026 0.0258 0.0543
Si 0.025 -0.0385 0.0519
Si -0.102 0.0252 -0.0912
Si 0.0821 -0.0156 0.0856
Si -0.0363 -0.0358 0.0221
Si 0.1768 -0.054 -0.0596
Si 0.0149 0.0964 -0.0025
Si -0.1241 0.0192 0.0015
Si -0.0326 -0.0591 -0.0337
Si 0.0875 0.0229 -0.0007
Si -0.0086 -0.0265 -0.0383
Si 0.0339 -0.1551 -0.1246
Si 0.0399 0.1482 0.0148
Si -0.1977 -0.0557 -0.1809
Si 0.0886 -0.0216 -0.0554
Si -0.1495 -0.0734 0.1068
Si -0.0792 0.0025 0.0709
Si 0.046 -0.0279 0.0134
Si -0.0971 -0.0926 -0.0078
Si 0.3137 0.3111 0.4115
Si -0.0777 0.17 -0.0181
Si -0.0879 0.0304 0.2036
Si 0.1303 -0.0275 0.1304
Si 0.1277 0.0104 0.1702
O 0.0152 0.0041 0.0222
O -0.0179 0.0071 0.0634
O 0.0767 -0.0354 0.0264
O -0.0868 0.0716 -0.039
O 0.0603 -0.149 -0.0956
O -0.006 -0.0314 -0.067
O -0.0092 -0.0023 -0.0378
O 0.051 -0.0619 0.0131
O -0.0189 0.0335 -0.0188
O -0.0071 0.0238 0.006
O -0.0533 -0.0122 -0.0427
O 0.0054 -0.0377 -0.0649
O 0.0006 0.0089 -0.0295
O 0.0101 0.0456 -0.0084
O -0.0627 -0.0112 -0.1748
O -0.0105 0.0138 -0.0654
O 0.0045 -0.0118 0.0285
O -0.0013 -0.0031 0.0028
O 0.0014 0.0098 0.0112
O 0.0035 0.0299 -0.0021
O 0.021 0.019 -0.0317
O -0.0297 0.0254 -0.0453
O -0.0032 0.0051 0.001
O -0.017 0.016 0.101
Si -0.0076 0.007 0.009
Si 0.0142 0.009 -0.0187
Si 0.0073 -0.0064 0.0065
Si 0.0205 -0.0043 0.014
Si 0.0248 0.0319 -0.0323
Si 0.0221 0.0102 0.0068
Si 0.0223 0.0029 -0.034
Si -0.0211 0.0088 0.0314
Si 0.0427 0.0077 0.0299
Si 0.0104 -0.0018 -0.0247
Si -0.0107 -0.0179 0.0329
Si 0.0382 0.0007 0.0392
Si -0.0133 0.0146 -0.0084
Si -0.0415 -0.023 -0.0721
Si -0.0116 -0.0636 0.0647
Si 0.0033 -0.0208 0.0444
Si -0.0007 0.0005 0.0299
Si -0.018 -0.0093 0.0047
Si -0.0176 0.0329 0.0062
Si 0.001 -0.0014 -0.0439
Si 0.0017 0.0015 0.029
Si -0.0165 -0.0336 -0.0073
Si -0.0278 0.0112 -0.005
Si 0.0011 0 0.0346
Si 0.0195 0.0026 -0.0064
Si 0.0059 -0.0039 0.0279
Si 0.0224 0.0141 0.0201
Si 0.0072 0.0218 0.0085
Si 0.0109 0.0221 0.0299
Si -0.016 -0.0129 -0.0448
Si 0.0064 -0.0228 -0.0417
Si 0.0162 -0.0202 0.0513
Si -0.0041 -0.0029 0.019
Si 0.0058 0.0002 -0.0629
Si 0.0082 -0.002 -0.0113
Si -0.0085 0.0433 0.0014
O -0.0029 0.0044 0.0184
O 0.0064 -0.0017 -0.0065
O 0.0085 0.0009 -0.0108
O 0.0063 -0.0157 0.004
O -0.0198 -0.0038 0.0105
O -0.0061 -0.0067 0.0284
O -0.0066 -0.0086 -0.0087
O -0.0105 -0.0085 0.0262
O 0.0034 -0.0019 -0.022
O -0.0158 0.0051 -0.0373
O 0.0007 0.0003 -0.0062
O -0.0204 0.014 0.0033
O 0.0093 0.0065 -0.0232
O 0.0019 -0.0014 -0.0109
O -0.0005 0.0014 0.0324
O 0.0074 -0.0028 0.0255
O -0.0064 -0.0072 0.0191
O -0.0007 -0.0011 -0.0121
O -0.0186 -0.0088 0.0086
O -0.0124 -0.0155 -0.0038
O 0.0038 0.0048 0.0195
O 0.0139 -0.0045 0.0115
O 0.0039 -0.0014 -0.0045
O 0.0069 -0.013 0.0039
O 0.0041 -0.0034 -0.0182
O -0.0301 -0.0304 -0.0818
O 0.0121 -0.0143 -0.002
O -0.0115 -0.0049 -0.0247
O -0.0022 -0.003 -0.0284
O -0.0005 -0.001 -0.0012
O -0.0017 0.0035 -0.0157
O -0.0019 0.0431 -0.0458
O -0.0044 -0.0032 -0.0131
O 0.0008 -0.0064 -0.0209
O 0.0061 -0.0128 -0.0068
O -0.0057 -0.0082 -0.019
O -0.0084 -0.0077 -0.0118
O 0.0058 -0.0049 0.0114
O 0.0189 -0.0166 0.0156
O 0.0014 0.0047 0.0231
O -0.0041 -0.0062 0.0091
O 0.0005 -0.0011 -0.0127
O 0.0128 0.0049 -0.0135
O 0.0063 0.0009 -0.0132
O 0.0111 -0.0015 -0.0209
O -0.0041 0.0046 -0.0031
O -0.005 -0.0036 0.0104
O 0.0026 -0.0037 0.0312
O 0.001 -0.0043 -0.0096
O -0.0191 -0.0046 0.0057
O 0.0185 0.013 -0.0053
O 0.0233 0.0039 0.0394
O -0.0011 0.0111 0.0235
O 0.0049 -0.0016 -0.0081
O 0.0152 -0.0028 -0.0113
O -0.0084 -0.0052 0.0116
O 0.0008 -0.0142 -0.0176
O -0.0098 -0.0146 -0.013
O 0.0087 -0.0181 0.0017
O -0.007 -0.0087 -0.0138
O -0.0052 0.0097 -0.0231
O 0.002 -0.0145 -0.0254
O -0.0033 0.0074 -0.0209
O 0.0004 -0.0061 -0.0222

The program warned: the cutoff lies below the one the program advises for these potential files; the exchange-correlation potential is rough where the density is thin.
